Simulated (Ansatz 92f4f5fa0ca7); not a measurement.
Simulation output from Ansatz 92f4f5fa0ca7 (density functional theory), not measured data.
Periodic cell of 223 atoms, Si133O90, from a study of silicon, its oxide and their interface. The atomic structure is a simulated model.
Doubt: the cutoff is far below the 930 eV that the study's wrapper takes by default for these files, so forces and energies are approximate.
This geometry differs little from another in the collection (a relaxation step or a small displacement).

Settings: functional PBE; potential files Ansatz PAW; basis plane waves; wave-function cutoff 580 eV; density cutoff ratio 5; exchange-correlation grid ratio 1; k mesh 1 x 1 x 1, Gamma-centred; self-consistency stop 5e-08 eV per atom in the density residual; occupations fixed; spin none; net charge 0.

Cell vectors (angstrom)
a	10.938	0	0
b	0	10.938	0
c	0	0	32.383

Atoms and the computed forces on them: element, x, y, z (angstrom), force x, y, z (eV/angstrom)
Si	0.4719	-0.5618	24.8068	-0.098	0.1252	0.2312
Si	5.5646	-0.2767	24.9731	-0.0144	0.0124	-0.0784
Si	2.571	2.9635	24.9946	0.0271	-0.0402	0.0764
Si	8.0628	2.961	24.7296	0.0013	0.024	-0.0765
Si	0.343	5.2363	24.9005	0.0576	-0.0108	-0.1902
Si	4.8318	6.0287	24.8789	0.126	-0.0497	0.0715
Si	2.7139	8.232	25.377	-0.0242	-0.0289	-0.1835
Si	7.9463	8.5691	24.7678	0.0204	-0.0415	0.0262
Si	1.3705	1.2812	26.1461	0.0125	-0.0739	-0.1108
Si	6.7842	1.4514	26.0851	-0.0001	-0.0152	0.017
Si	4.0623	4.2269	26.273	0.0436	-0.0002	-0.0858
Si	9.5706	4.1193	26.1408	-0.0936	0.0574	-0.0253
Si	1.2743	6.7809	26.4094	-0.0066	0.0357	0.0355
Si	6.7734	6.9006	26.0599	-0.0603	-0.0381	-0.0797
Si	4.1745	9.5957	26.5107	0.0199	0.0162	0.0102
Si	9.5778	9.5866	26.1513	0.1356	-0.0321	-0.0756
Si	2.7185	0.0487	27.6506	-0.0259	0.0929	0.0715
Si	8.1959	0.0683	27.5143	0.0021	0.0105	0.0488
Si	-0.0222	2.7035	27.5271	0.0786	-0.0721	0.0993
Si	5.4595	2.7759	27.5572	-0.0429	0.0287	0.0314
Si	2.7085	5.4781	27.6913	-0.0357	-0.0758	0.1045
Si	8.1726	5.5009	27.5016	-0.0027	0.0462	0.0354
Si	-0.0829	8.225	27.6279	-0.0874	0.0355	0.0441
Si	5.5401	8.1506	27.666	0.0454	-0.0332	0.0432
Si	4.1018	1.3673	28.9648	0.0739	0.5044	0.1147
Si	9.5708	1.3673	28.9648	-0.1052	0.092	-0.2362
Si	1.3673	4.1018	28.9648	-0.3123	-0.5143	0.1121
Si	6.8362	4.1018	28.9648	0.1305	0.1656	-0.3856
Si	4.1018	6.8362	28.9648	0.1568	-0.0487	0.5073
Si	9.5708	6.8362	28.9648	-0.5976	-0.1007	0.0181
Si	1.3673	9.5708	28.9648	-0.1799	0.0204	0.0369
Si	6.8362	9.5708	28.9648	0.5016	0.252	-0.0554
Si	0	0	30.332	-0.0143	-0.0636	-0.0044
Si	5.469	0	30.332	0.0641	0.0372	-0.0642
Si	2.7345	2.7345	30.332	0.0139	0.0014	0.0352
Si	8.2035	2.7345	30.332	0.0823	0.0101	-0.0416
Si	0	5.469	30.332	-0.0852	-0.1609	-0.0501
Si	5.469	5.469	30.332	-0.0902	0.0084	0.0281
Si	2.7345	8.2035	30.332	0.0809	-0.0083	-0.0266
Si	8.2035	8.2035	30.332	0.0705	0.0504	0.0408
Si	1.3673	1.3673	31.6993	0.0515	0.0216	-0.017
Si	6.8362	1.3673	31.6993	-0.0592	-0.0196	-0.0257
Si	4.1018	4.1018	31.6993	-0.0119	-0.0142	0.0019
Si	9.5708	4.1018	31.6993	-0.0071	0.0767	-0.0004
Si	1.3673	6.8362	31.6993	0.0351	0.0325	-0.042
Si	6.8362	6.8362	31.6993	-0.0326	0.0263	-0.0236
Si	4.1018	9.5708	31.6993	-0.083	0.0198	-0.0272
Si	9.5708	9.5708	31.6993	0.006	-0.034	-0.0006
Si	2.7345	0	0.6835	0.0668	-0.0518	0.0112
Si	8.2035	0	0.6835	0.0058	0.0191	-0.0136
Si	0	2.7345	0.6835	-0.0056	-0.0346	0.0311
Si	5.469	2.7345	0.6835	0.0135	-0.0076	0.03
Si	2.7345	5.469	0.6835	-0.0134	0.0266	-0.0009
Si	8.2035	5.469	0.6835	0.0423	-0.0355	0.0037
Si	0	8.2035	0.6835	0.0181	0.0135	0.0314
Si	5.469	8.2035	0.6835	-0.0048	-0.0515	0.0311
Si	4.1018	1.3673	2.0507	-0.1577	-0.0495	-0.0407
Si	9.5708	1.3673	2.0507	-0.0026	-0.0636	0.0206
Si	1.3673	4.1018	2.0507	0.1543	0.0992	0.0256
Si	6.8362	4.1018	2.0507	-0.0925	0.0552	-0.037
Si	4.1018	6.8362	2.0507	-0.0492	0.0088	0.049
Si	9.5708	6.8362	2.0507	-0.0803	-0.0327	-0.0163
Si	1.3673	9.5708	2.0507	0.0182	-0.0247	0.0083
Si	6.8362	9.5708	2.0507	0.0956	0.14	0.0386
Si	0	0	3.418	-0.338	-0.1325	-0.2066
Si	5.469	0	3.418	0.4382	0.2886	0.1285
Si	2.7345	2.7345	3.418	0.218	-0.071	-0.6408
Si	8.2035	2.7345	3.418	-0.0091	-0.0227	0.5388
Si	0	5.469	3.418	-0.3559	-0.019	0.3085
Si	5.469	5.469	3.418	0.2822	-0.2844	-0.3881
Si	2.7345	8.2035	3.418	-0.1731	-0.0731	-0.0796
Si	8.2035	8.2035	3.418	0.3213	-0.0842	0.0861
Si	1.2967	1.4449	4.7014	-0.298	0.0578	-0.1025
Si	6.8884	1.3451	4.8903	0.0085	0.069	-0.0038
Si	4.2167	3.9802	4.7195	0.022	0.0688	-0.0576
Si	9.5426	4.1113	4.8741	-0.0771	0.0188	-0.0521
Si	1.3549	6.8296	4.7904	0.0427	0.0472	-0.0707
Si	6.873	6.7866	4.7586	-0.079	0.0299	-0.1222
Si	4.1353	9.5571	4.7276	-0.1187	0.0024	-0.0362
Si	9.6141	9.5394	4.8333	0.0872	0.0327	-0.0054
Si	2.8272	0.2026	5.86	0.5303	0.1454	0.405
Si	8.2127	-0.1155	6.2829	-0.0611	-0.1569	0.0814
Si	-0.0616	2.6695	6.2245	0.0718	-0.077	0.094
Si	5.5981	2.8207	6.2981	-0.0059	-0.1324	0.0705
Si	2.7106	5.2692	5.8878	-0.0602	-0.0558	0.0962
Si	8.2141	5.5542	6.2904	0.0992	-0.0446	0.0601
Si	0.1519	8.2627	6.2824	-0.0734	0.0876	0.1637
Si	5.4225	8.0938	6.0311	0.0128	-0.0745	0.2989
Si	3.8881	1.6724	7.4183	-0.0618	-0.1898	-0.413
Si	9.9213	0.9351	7.5772	0.0435	0.084	-0.0561
Si	1.6229	3.8296	7.3929	-0.0488	0.0942	-0.0176
Si	6.5413	4.5511	7.7144	0.069	0.0203	0.028
Si	4.1143	6.4855	7.2152	0.1772	0.1481	-0.3912
Si	9.386	7.1791	7.6164	0.1838	0.0232	-0.0701
Si	1.5307	10.0232	7.3498	-0.5238	-0.3923	0.0237
Si	6.8901	9.1747	7.5016	-0.1033	0.1193	-0.2288
O	10.9628	5.8983	23.4196	-0.0021	-0.0076	0.0689
O	4.523	0.0441	23.734	0.018	-0.01	0.0085
O	8.1122	8.1682	8.0645	-0.0562	0.0564	0.0767
O	2.7611	2.7632	7.9465	-0.0583	-0.0421	0.0268
O	7.1637	4.0794	23.9047	0.0185	-0.0228	0.0225
O	1.679	9.2557	24.5638	0.0085	0.0061	-0.0132
O	5.2577	5.5659	7.9865	-0.1465	0.114	0.0107
O	0.2952	-0.0232	8.0016	0.195	-0.0271	-0.0662
O	7.0246	4.2357	9.2733	-0.0201	-0.0104	-0.0135
O	5.7707	9.6075	8.6234	0.8462	0.4404	-0.6058
O	10.1554	6.572	8.955	0.0088	-0.1049	0.0314
O	2.7796	9.6801	8.6567	-0.4659	-0.0633	-0.1206
O	4.3553	0.7691	8.6777	-0.0993	0.0176	0.128
O	1.0731	4.6395	8.7104	-0.039	0.0067	0.0165
O	9.2893	1.3715	9.0246	-0.0123	-0.0148	0
O	2.8558	7.0512	8.158	0.6044	0.5906	1.2193
O	7.3779	6.2471	22.2873	0.0081	0.0013	-0.0011
O	8.8612	2.1346	23.5429	-0.0051	0.0117	0.0251
O	5.0887	5.4906	23.3498	-0.0033	-0.01	-0.0407
O	3.3202	2.4174	23.6302	0.0096	-0.0077	-0.028
O	10.9185	-0.2476	23.2643	0.0169	-0.021	-0.0853
O	3.7158	7.2106	24.5222	-0.0019	0.0303	0.0703
O	1.456	4.0783	24.5255	-0.0777	-0.0072	0.0384
O	6.753	9.6641	24.3847	-0.0519	0.0222	0.0447
Si	14.6288	1.0738	22.7913	-0.0083	0.0114	0.0129
Si	-1.2943	2.5875	22.1825	-0.0002	0.0057	-0.0038
Si	0.7158	11.5435	22.0693	-0.0036	-0.0065	0.0097
Si	11.5956	0.7807	14.9524	0.0231	-0.0056	-0.0404
Si	5.8165	-0.6105	11.98	-0.1431	0.5683	-0.0315
Si	11.6459	15.7192	12.6598	0.0869	0.1002	-0.0592
Si	9.389	1.5501	10.6459	0.0232	-0.0062	-0.0117
Si	5.2608	4.045	20.0248	0.0021	0.0079	-0.0111
Si	9.8194	8.0505	13.5343	0.0979	0.0015	-0.0744
Si	10.3858	-2.9616	16.4999	0.0202	-0.0108	-0.0428
Si	10.8524	5.2546	9.6591	-0.0077	0.0275	0.0531
Si	-0.308	5.4518	21.8782	0.0099	0.0036	-0.0121
Si	8.5811	-1.2972	11.4571	0.1733	-0.0087	0.0057
Si	8.7772	5.039	13.208	0.0757	0.0073	0.0122
Si	7.2366	3.5628	15.624	0.0012	0.001	-0.0188
Si	12.2493	6.0462	15.3865	0.0114	0.014	-0.0896
Si	5.67	5.6833	17.3669	-0.0146	0.0101	-0.0141
Si	4.4422	10.2076	9.3903	0.9897	-0.3937	1.1967
Si	13.4144	1.4681	18.7136	-0.0063	-0.0041	-0.0235
Si	9.6705	0.7615	19.8585	0.0044	0.0007	-0.0174
Si	-1.1047	2.2855	16.996	0.0113	-0.0032	-0.0201
Si	12.609	9.8914	17.1938	-0.0062	-0.0154	-0.0326
Si	5.1587	1.1221	20.0759	-0.0014	-0.0015	-0.0194
Si	3.5718	7.759	16.4198	-0.0379	-0.0169	-0.0459
Si	13.0155	4.1214	20.0632	-0.0026	0.0074	-0.02
Si	-3.6103	9.6773	19.7901	0.007	-0.0043	-0.0188
Si	8.3936	7.4462	21.9061	-0.0065	-0.0024	-0.0065
Si	2.5759	2.403	13.3969	-0.0298	0.0409	-0.0513
Si	5.6415	-1.4443	14.8379	-0.0351	-0.0233	0.0982
Si	2.886	8.1484	9.4007	-1.351	-1.2799	1.1608
Si	-3.5679	-2.6338	17.051	0.01	-0.0029	-0.0056
Si	0.8115	11.6267	11.9925	0.0041	-0.0746	-0.0331
Si	6.4869	4.9736	22.7121	-0.014	0.0222	0.0128
Si	1.5983	-7.1235	17.2457	0.0022	0.0156	-0.0392
Si	11.2494	8.7783	11.0603	0.2164	-0.0545	-0.0183
Si	5.4557	1.4093	14.1208	0.0191	0.0133	-0.0733
Si	8.1375	4.0743	10.4532	0.1009	-0.0316	-0.0106
O	8.1821	2.5623	11.0532	-0.0129	0.0091	-0.0061
O	5.6582	-1.6812	13.2177	-0.004	-0.0255	-0.1403
O	9.8257	1.5361	18.4423	-0.0019	0.0054	0.0007
O	3.6715	-6.6567	20.4247	0.0047	-0.0021	0.009
O	-1.2526	8.8561	10.4977	-0.0969	0.0601	0.0555
O	0.0964	0.1961	20.6074	-0.0056	0.0036	0.0036
O	1.3515	7.8987	10.1572	1.7947	0.4802	-0.8695
O	15.0884	2.3658	13.8024	0.0557	-0.031	0.0228
O	17.9623	-1.2176	11.0352	-0.0908	-0.0314	0.0242
O	12.5153	0.1785	18.2725	0.0064	0.008	0.013
O	10.9359	6.4346	16.3066	-0.0137	0.0118	0.0196
O	10.259	-2.3473	14.9949	-0.0229	-0.0073	0.0037
O	7.891	4.4659	14.4317	-0.0147	-0.0119	0.015
O	13.2546	12.1902	12.2635	-0.0052	-0.0069	0.0012
O	6.7831	6.7986	17.0247	0.0015	0.0029	0.0073
O	11.1007	11.2508	13.4623	0.005	0.0181	0.02
O	12.9496	4.6821	15.9378	0.0035	-0.019	0.0331
O	19.6824	-0.5207	19.5586	-0.0027	-0.0027	0.013
O	0.2832	13.1051	22.3434	0.0027	0.0066	-0.0032
O	6.134	0.8301	12.7435	-0.0414	-0.0806	0.0786
O	5.6609	2.5535	19.4447	0.0008	-0.0022	0.0061
O	-1.9683	1.7983	20.9222	0.0005	0.0008	0.0049
O	5.1162	0.0999	15.0738	0.0192	-0.0062	-0.0318
O	7.9706	5.0572	11.7584	-0.0402	0.0083	-0.0248
O	12.5849	2.0712	14.7106	-0.0209	-0.0307	0.0223
O	6.1698	4.1528	21.3637	-0.0024	-0.003	0.0009
O	1.785	4.7489	18.5811	0.0043	-0.0014	0.0203
O	0.9538	10.2769	11.0978	-0.021	0.076	0.0242
O	3.8695	0.7452	19.1494	0.0017	0.0011	0.0086
O	11.3536	8.8855	17.4336	0.0133	0.0157	0.0045
O	11.4944	5.4498	11.1617	-0.0806	-0.0555	-0.0535
O	10.929	12.7954	11.1498	-0.0129	-0.005	0.0222
O	3.0339	-1.9546	17.3824	-0.0071	0.0105	0.0118
O	6.0685	4.4116	16.4079	0.0072	-0.0021	0.0028
O	-2.2413	8.1937	23.3399	-0.0006	0.0003	-0.0138
O	0.9937	16.845	13.8046	-0.0201	-0.013	0.0507
O	10.1667	4.1509	13.0416	-0.0423	-0.0051	0.0087
O	5.6886	5.1589	18.9136	0.0027	-0.0059	0.01
O	9.579	4.19	21.9146	-0.0007	-0.0019	0.0083
O	4.2181	6.4375	17.1501	0.0177	-0.0054	0.0147
O	4.3105	8.3971	10.151	-2.305	0.6554	-1.1359
O	4.6031	-0.1661	10.9668	0.2436	-0.7558	-0.4715
O	7.6273	8.4847	20.8864	0.0001	0.0033	0.0073
O	1.8483	2.4581	19.9098	0.002	-0.0013	0.0086
O	8.9574	-2.8784	17.2337	-0.0149	0.006	0.0017
O	-1.1592	6.7525	21.2862	0.0025	-0.0008	0.0119
O	-2.2795	-1.9074	12.9581	-0.0323	0.016	-0.0144
O	9.0833	0.2297	11.5111	-0.0461	-0.0402	-0.0164
O	-0.6465	12.1522	15.8401	-0.0047	0.0101	0.0256
O	4.6259	8.3794	15.3878	0.0372	0.0332	-0.0064
O	8.3999	2.9884	16.6384	0.0031	-0.0063	0.003
O	2.326	-3.6445	15.4994	0.0212	0.0041	0.0369
O	-4.7288	10.8169	20.1898	-0.0005	0.0024	0.0098
O	9.6106	4.2053	9.7478	-0.0077	0.0337	-0.001
O	13.5141	2.4959	17.4247	0.003	-0.0114	0.0163
O	2.3281	0.3923	22.1829	0.0071	0.001	-0.0011
O	11.1322	8.1433	12.5531	-0.1321	0.0281	0.0071
O	6.5369	2.2903	14.9248	-0.0302	-0.0165	-0.0032
O	-1.7762	6.5676	13.592	-0.0181	0.0016	0.0067
O	0.0232	3.4471	17.1027	-0.011	-0.0134	0.0064
O	11.991	4.9335	21.0784	-0.0017	0.0006	0.0061
O	4.6733	1.4876	21.5825	-0.0006	-0.0021	0.01
O	7.0234	-1.7593	15.6982	-0.0091	0.01	-0.0168
O	12.4712	-0.3882	15.6952	-0.0045	0.0125	0.0196
O	6.7957	-1.8849	18.3835	0.0066	-0.0032	0.0061
O	12.9468	3.7951	12.7377	0.0035	-0.0504	0.0224

Results
free energy: -135731.660 eV
free energy less fixed offsets of O -568.88, Si -635.61 eV per atom: 3.670 eV

The program warned: the cutoff lies below the one the program advises for these potential files; the forces do not sum to zero within the program's tolerance; the exchange-correlation potential is rough where the density is thin.
